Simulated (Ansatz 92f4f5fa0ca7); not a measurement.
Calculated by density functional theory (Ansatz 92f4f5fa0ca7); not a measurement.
Periodic cell of 223 atoms, Si133O90, from a study of silicon, its oxide and their interface. The atomic structure is a simulated model.
Doubt: the cutoff is far below the 930 eV that the study's wrapper takes by default for these files, so forces and energies are approximate.
This geometry differs little from another in the collection (a relaxation step or a small displacement).

Settings
functional: PBE
potential files: Ansatz PAW
basis: plane waves
wave-function cutoff: 580 eV
density cutoff ratio: 5
exchange-correlation grid ratio: 1
k mesh: 1 x 1 x 1, Gamma-centred
self-consistency stop: 5e-08 eV per atom in the density residual
occupations: fixed
spin: none
net charge: 0

Cell vectors (angstrom)
a, 10.938, 0, 0
b, 0, 10.938, 0
c, 0, 0, 32.7097

Atoms and the computed forces on them: element, x, y, z (angstrom), force x, y, z (eV/angstrom)
Si, 0.2207, -0.3002, 25.4174, 0.0071, 0.0522, 0.0312
Si, 4.9182, 0.3285, 25.1609, 0.0321, 0.0049, 0.0552
Si, 2.8523, 2.8163, 25.5464, 0.0157, -0.0413, 0.0202
Si, 8.0249, 2.9609, 25.1664, -0.0042, -0.0103, 0.0689
Si, -0.4945, 5.5474, 25.048, -0.0556, 0.0152, 0.1307
Si, 5.7222, 5.1627, 25.157, 0.0149, -0.0009, 0.0703
Si, 2.3857, 8.3981, 25.497, 0.0604, 0.0079, 0.0303
Si, 8.383, 7.9812, 25.1998, -0.0012, -0.0304, 0.062
Si, 1.2526, 1.4914, 26.6078, -0.0278, -0.0205, -0.0019
Si, 6.7946, 1.3087, 26.3475, -0.0017, 0.002, -0.008
Si, 4.2145, 4.2082, 26.7216, -0.0003, 0.0274, -0.0089
Si, 9.4402, 4.1207, 26.6264, -0.0096, -0.0113, -0.0324
Si, 1.2438, 6.6102, 26.4443, -0.0147, 0.0033, -0.0216
Si, 6.8064, 6.8136, 26.4793, 0.0128, -0.0092, -0.0067
Si, 4.1163, 9.5605, 26.5975, -0.0244, -0.024, -0.0086
Si, 9.4623, 9.5355, 26.5881, -0.0179, -0.0217, -0.0034
Si, 2.693, 0.042, 27.9314, -0.0014, -0.009, -0.0192
Si, 8.1365, 0.0245, 27.8769, -0.0029, 0.0089, 0.0122
Si, -0.0806, 2.805, 27.9627, 0.0016, -0.0008, 0.0052
Si, 5.5359, 2.6878, 27.9201, -0.0017, -0.022, 0.016
Si, 2.708, 5.4995, 27.9416, 0.0042, -0.0312, -0.0023
Si, 8.1378, 5.5199, 27.9589, -0.0025, 0.0213, 0.0079
Si, -0.0083, 8.1499, 27.8942, -0.0319, -0.0276, -0.0067
Si, 5.4988, 8.1926, 27.9039, -0.0053, 0.0062, -0.002
Si, 4.1018, 1.3673, 29.2914, 0.1063, 0.0245, -0.0153
Si, 9.5708, 1.3673, 29.2914, -0.4609, 0.0132, -0.0833
Si, 1.3673, 4.1018, 29.2914, 0.0343, 0.0602, 0.1823
Si, 6.8362, 4.1018, 29.2914, 0.0628, -0.1948, 0.2121
Si, 4.1018, 6.8362, 29.2914, -0.1292, 0.406, -0.0231
Si, 9.5708, 6.8362, 29.2914, -0.0995, 0.0547, 0.1508
Si, 1.3673, 9.5708, 29.2914, -0.0796, -0.2297, -0.1511
Si, 6.8362, 9.5708, 29.2914, 0.0079, 0.0286, -0.0476
Si, 0, 0, 30.6587, -0.0475, -0.1532, -0.058
Si, 5.469, 0, 30.6587, -0.1087, -0.0581, -0.0006
Si, 2.7345, 2.7345, 30.6587, 0.0521, 0.0067, -0.0309
Si, 8.2035, 2.7345, 30.6587, 0.0055, 0.0238, 0.053
Si, 0, 5.469, 30.6587, -0.0179, -0.0051, 0.0237
Si, 5.469, 5.469, 30.6587, -0.0946, -0.1679, -0.0361
Si, 2.7345, 8.2035, 30.6587, 0.0828, 0.0942, 0.014
Si, 8.2035, 8.2035, 30.6587, 0.122, 0.0292, -0.008
Si, 1.3673, 1.3673, 32.0259, 0.025, 0.0177, -0.0304
Si, 6.8362, 1.3673, 32.0259, 0.0137, 0.0188, -0.035
Si, 4.1018, 4.1018, 32.0259, -0.0607, 0.0578, 0.0056
Si, 9.5708, 4.1018, 32.0259, 0.0459, -0.0536, -0.0187
Si, 1.3673, 6.8362, 32.0259, -0.0028, 0.0361, -0.0449
Si, 6.8362, 6.8362, 32.0259, -0.0172, 0.0672, -0.0349
Si, 4.1018, 9.5708, 32.0259, -0.0229, -0.0082, -0.0068
Si, 9.5708, 9.5708, 32.0259, -0.0561, 0.025, 0.0164
Si, 2.7345, 0, 0.6835, 0.0324, -0.0473, 0.0255
Si, 8.2035, 0, 0.6835, 0.0077, 0.0011, 0.0339
Si, 0, 2.7345, 0.6835, -0.0299, 0.0357, 0.0111
Si, 5.469, 2.7345, 0.6835, 0.0016, -0.0535, 0.005
Si, 2.7345, 5.469, 0.6835, 0.0121, -0.0195, 0.03
Si, 8.2035, 5.469, 0.6835, 0.0476, -0.0352, 0.0108
Si, 0, 8.2035, 0.6835, 0.0777, -0.0768, 0.0012
Si, 5.469, 8.2035, 0.6835, -0.0564, 0.0391, 0.0027
Si, 4.1018, 1.3673, 2.0507, -0.0246, 0.0854, 0.0267
Si, 9.5708, 1.3673, 2.0507, 0.0426, 0.0043, -0.0135
Si, 1.3673, 4.1018, 2.0507, -0.0204, -0.06, 0.0101
Si, 6.8362, 4.1018, 2.0507, -0.0298, 0.0486, 0.0212
Si, 4.1018, 6.8362, 2.0507, 0.0407, 0.0492, -0.0019
Si, 9.5708, 6.8362, 2.0507, 0.0074, 0.1567, -0.0186
Si, 1.3673, 9.5708, 2.0507, -0.0163, 0.0613, 0.0305
Si, 6.8362, 9.5708, 2.0507, -0.0241, -0.1097, -0.008
Si, 0, 0, 3.418, -0.0166, 0.0496, -0.2294
Si, 5.469, 0, 3.418, -0.0038, 0.0158, 0.2218
Si, 2.7345, 2.7345, 3.418, -0.0351, -0.1068, -0.1482
Si, 8.2035, 2.7345, 3.418, 0.1158, -0.1209, 0.2276
Si, 0, 5.469, 3.418, -0.0021, -0.1633, 0.1382
Si, 5.469, 5.469, 3.418, 0.1711, 0.1567, -0.1149
Si, 2.7345, 8.2035, 3.418, 0.2869, 0.0072, 0.1451
Si, 8.2035, 8.2035, 3.418, 0.0807, -0.0571, -0.6233
Si, 1.3925, 1.33, 4.7778, 0.0059, -0.0033, -0.014
Si, 6.8523, 1.3552, 4.8213, -0.0044, -0.0026, 0.0021
Si, 4.104, 4.1086, 4.7466, -0.015, 0.0035, -0.0114
Si, 9.6001, 4.0647, 4.8202, 0.0069, -0.0062, 0.0066
Si, 1.3882, 6.8252, 4.7777, 0.0001, -0.0049, 0.0042
Si, 6.9306, 6.8061, 4.7596, -0.0051, 0.006, -0.0226
Si, 4.151, 9.5453, 4.8267, -0.0057, 0.0042, -0.0032
Si, 9.5309, 9.5887, 4.7289, 0.0015, 0.0017, -0.0003
Si, 2.7231, -0.0534, 6.188, 0.0064, -0.0008, 0.0032
Si, 8.2648, 0.0054, 6.2055, -0.0034, 0.0107, -0.0051
Si, 0.0758, 2.7113, 6.1828, -0.0257, 0.0072, -0.005
Si, 5.4675, 2.7667, 6.1239, 0.0149, -0.0144, -0.0023
Si, 2.8039, 5.501, 6.1498, 0.024, 0.0289, 0.0085
Si, 8.2453, 5.4339, 6.1983, 0.0166, -0.0153, -0.0113
Si, -0.0584, 8.1978, 6.0239, 0.0099, -0.0026, -0.0123
Si, 5.7084, 8.2688, 6.128, -0.0055, -0.0034, 0.0082
Si, 3.8876, 1.6004, 7.4008, 0.0078, -0.0078, -0.0108
Si, 9.858, 1.1253, 7.523, -0.0077, 0.024, -0.0257
Si, 1.6982, 3.8729, 7.4518, -0.0134, 0.0245, -0.0095
Si, 6.584, 4.3453, 7.4886, 0.0041, -0.0015, 0.0049
Si, 4.514, 6.6858, 7.2981, -0.0414, 0.0055, -0.0307
Si, 9.475, 7.0014, 7.4756, -0.0017, -0.0022, -0.0015
Si, 1.0201, 9.72, 7.4009, 0.0257, 0.0018, -0.007
Si, 7.3145, 9.3292, 7.6605, -0.0165, 0.0018, -0.0265
O, 9.523, 6.8816, 24.7069, 0.0089, 0.0373, -0.0432
O, 3.8818, 1.5947, 25.1734, 0.0064, 0.0001, -0.02
O, 8.3541, 8.0942, 7.9855, 0.0138, -0.0074, 0.0032
O, 2.7965, 2.7318, 7.9295, 0.0019, -0.0188, 0.0218
O, 6.8648, 4.051, 24.6952, -0.0066, 0.0065, -0.0211
O, 0.5453, 13.3262, 22.8988, 0.0012, 0.0116, 0.0083
O, 5.4858, 5.5068, 7.9744, 0.003, 0.0017, 0.0247
O, 0.0034, -0.0467, 8.0143, 0.0063, -0.0103, 0.0198
O, 7.1898, 3.6169, 8.8383, 0.0043, -0.0079, 0.0005
O, 7.0938, 9.9593, 9.1808, -0.0024, 0.0119, 0.0424
O, 10.2395, 6.4664, 8.8388, 0.01, -0.0078, 0.0143
O, 1.454, 8.6607, 8.609, 0.0054, -0.0081, 0.0076
O, 5.4163, -0.2142, 11.0002, 0.0165, -0.0057, -0.0076
O, 1.1077, 4.5156, 8.8414, -0.0036, 0.006, 0.0034
O, 9.1163, 1.7314, 8.8739, -0.0178, 0.0165, 0.0213
O, 3.9966, 7.792, 8.4041, -0.0209, 0.0072, 0.0304
O, 7.7181, 8.6765, 23.8609, -0.0106, 0.0053, -0.0421
O, 3.1675, 2.0014, 22.3634, 0.0065, -0.0053, 0.0135
O, 5.0553, 5.6213, 23.7253, -0.016, 0.0163, -0.051
O, 2.4156, 3.6874, 24.204, -0.0024, 0.01, -0.0166
O, 6.9026, 1.0623, 20.0902, -0.0005, 0.0049, 0.0074
O, -0.4635, 4.7377, 23.5808, 0.0186, -0.0204, -0.0484
O, 1.3918, 9.6238, 25.9859, 0.0068, 0.0287, 0.0175
O, 4.7535, 10.9057, 23.5482, -0.0281, 0.017, -0.04
Si, 12.1414, 0.3109, 14.2951, 0.0016, 0.0007, 0.0032
Si, 0.4904, 8.0217, 20.3546, -0.0015, 0.004, 0.0013
Si, 4.9112, 17.3388, 22.3017, 0, 0.0078, 0.019
Si, -1.6348, 12.4961, 15.0726, -0.0019, 0.0035, -0.0046
Si, -5.8932, 1.2822, 16.8695, 0.0031, 0.0004, 0.0002
Si, 5.9639, 9.5022, 17.8333, 0.002, 0.0047, 0.0017
Si, -6.7982, 0.2884, 10.1331, -0.0022, -0.0142, -0.0039
Si, 2.0188, 3.0882, 22.7303, 0.0016, -0.0068, -0.0054
Si, 0.7287, -1.172, 17.8997, 0.0005, -0.001, 0.0012
Si, 4.1699, -1.6923, 13.8997, -0.0036, 0.0024, 0.0011
Si, 4.8586, 1.4224, 13.8194, 0.0054, 0.0026, -0.0003
Si, 1.3678, 9.4724, 22.9289, -0.0018, 0.0037, 0.015
Si, -0.2043, 3.5546, 17.0352, -0.0003, 0.0003, 0.0034
Si, 1.8069, -2.4358, 15.3427, 0.0007, -0.0024, 0.0009
Si, 3.7231, 0.4668, 22.3479, -0.0111, -0.0089, -0.0007
Si, 8.59, 6.9793, 20.0885, -0.0002, 0.0059, 0.0002
Si, -3.2633, 1.5529, 12.3522, -0.0045, 0.011, -0.0069
Si, -1.6449, 14.8421, 19.8569, 0.007, -0.0077, 0.0133
Si, 6.3308, 7.7193, 12.7184, 0.0022, 0.0062, 0.0037
Si, 13.3899, 16.5666, 20.8712, -0.0036, -0.0011, -0.0042
Si, -8.8452, 12.3514, 16.9565, 0.0008, 0.0017, -0.0015
Si, -2.4776, 3.0084, 9.6667, 0.0135, 0.0004, 0.0169
Si, 1.3525, 4.9018, 12.3233, -0.0085, 0.005, -0.0019
Si, -3.8862, 8.5091, 22.3837, -0.003, 0.0118, 0.017
Si, 10.8134, 5.1848, 9.6694, -0.0017, -0.0114, 0.0072
Si, -4.3449, 2.4053, 19.2315, 0.0014, 0.0026, -0.0047
Si, 6.5669, 6.7015, 17.6542, 0.005, -0.0007, 0.0036
Si, -4.0475, -0.8923, 10.8034, -0.0072, 0.0143, -0.0108
Si, -0.8416, 3.2681, 22.8933, -0.0126, -0.0236, -0.0166
Si, 6.0508, 10.7075, 20.5802, 0.0004, 0.0001, 0.002
Si, 3.5037, 7.0658, 11.9912, -0.013, 0.0035, -0.0005
Si, 2.8664, 8.4222, 9.3796, 0.013, 0.0193, -0.0029
Si, -5.9009, 4.905, 19.668, 0.0023, 0.0055, -0.0037
Si, 8.2016, 7.1064, 15.0532, 0.0042, 0.0018, 0.0064
Si, 8.7102, 9.8871, 16.5623, 0.0002, 0.0009, -0.0002
Si, 13.4891, 2.0365, 12.2119, 0.0058, -0.0046, -0.0039
Si, 0.1699, 5.8183, 14.9838, 0.0016, -0.0002, -0.0034
O, 1.7135, 3.38, 11.8495, 0.0039, -0.0025, -0.003
O, 3.2441, -1.0343, 9.8961, 0.0038, -0.013, -0.0139
O, 3.4289, 8.7062, 15.2457, -0.0009, -0.0002, 0.0034
O, 9.5665, 13.7468, 16.1181, 0.0004, -0.0011, -0.0009
O, 0.4251, 5.5824, 11.155, 0.0135, 0.0001, 0.0109
O, 3.422, 5.1622, 19.6329, 0.0029, -0.0013, 0.0024
O, 2.2583, 11.7586, 15.4397, -0.0012, 0, 0.0027
O, -6.3049, 0.9333, 8.7172, -0.0015, -0.0109, 0.0189
O, 12.8435, 4.2765, 21.6149, 0.0025, 0.0156, 0.0032
O, 8.9149, 2.5605, 23.805, 0.0406, 0.0218, -0.046
O, -0.8214, -1.0691, 17.3878, 0.0012, 0.0005, 0.0018
O, -9.8309, 9.6165, 14.3491, 0.0008, 0.0026, 0.0004
O, 16.4806, 7.887, 22.4934, 0.005, -0.005, 0.0053
O, 5.3654, 14.2528, 19.8126, 0.0015, -0.001, 0.0073
O, -1.8928, 5.4479, 20.2371, -0.0015, 0.0021, 0.0007
O, 10.7245, 11.8542, 14.7072, -0.0008, 0.0038, 0.0026
O, -0.5723, 14.6574, 18.6292, 0.0002, 0.0024, -0.0039
O, 11.2286, -11.4898, 23.7813, 0.0126, -0.0244, -0.0419
O, 3.6925, 2.4427, 13.3076, 0.0071, 0, 0.0025
O, -5.6657, 1.765, 15.3422, -0.0023, -0.0004, -0.0055
O, 5.1286, 6.7683, 12.0942, 0.0063, -0.0002, -0.0029
O, -2.4044, 8.6569, 15.4895, -0.0016, -0.003, 0.0016
O, 5.6304, 27.5136, 21.0271, 0.0027, -0.0075, -0.0071
O, 8.6055, 1.9403, 13.6452, -0.0005, -0.0014, 0.0042
O, 0.135, 5.0212, 16.4053, 0.0003, 0.0009, 0.0005
O, -1.2614, 3.2623, 21.3109, -0.009, 0.0077, -0.0139
O, 7.6326, 7.1488, 18.7987, -0.0029, -0.0045, 0.0001
O, -5.2294, 8.7448, 13.8348, -0.0002, -0.0012, -0.0016
O, -15.6353, -8.9595, 17.7072, -0.002, -0.0009, -0.0011
O, 23.4517, 0.8701, 12.8181, -0.002, -0.003, 0.0016
O, 1.3753, 0.3174, 17.9146, -0.0001, 0.0016, 0.0024
O, 3.3028, 8.5238, 12.7102, 0.0048, 0.0013, 0.0022
O, -3.0037, 7.4927, 21.4795, 0.0087, -0.0117, -0.0078
O, 0.5374, 4.8233, 13.7386, -0.0011, 0.0024, 0.0073
O, -3.986, 9.9908, 21.7267, -0.0029, 0.0046, 0.0027
O, -3.3852, 20.7269, 17.6815, 0.0004, 0.0013, 0.0008
O, 4.605, 0.3388, 21.0134, 0.0089, 0.0004, -0.0033
O, 1.2592, 6.5731, 20.2948, -0.0017, 0.0021, 0.0082
O, 12.4082, -2.1995, 16.8998, -0.0003, 0.0014, -0.0006
O, -16.2863, 7.9857, 17.3651, -0.0014, -0.0009, 0.001
O, -3.0174, 11.0031, 11.6666, -0.0017, 0.0034, 0.002
O, 2.7135, -5.1598, 12.5926, 0.0029, -0.0001, -0.003
O, 3.6, 12.704, 17.4601, 0.0001, 0.0006, 0.0032
O, -2.4828, 11.3075, 15.7963, 0.0026, -0.0025, 0.0043
O, 5.7004, 5.4591, 18.2696, 0.0008, 0.0019, 0.0008
O, 2.2477, 8.4393, 23.8551, -0.0207, 0.006, -0.0263
O, -5.8256, -0.3538, 16.9626, 0.0013, 0.0011, 0.0045
O, 1.2009, 2.7522, 16.9677, -0.0008, -0.0013, 0.0027
O, -2.9972, 14.2158, 19.2416, -0.0009, 0.0018, 0.0068
O, -3.5922, 17.2881, 16.2513, 0.0006, 0.0013, 0.0005
O, 2.4247, 10.4458, 22.1881, 0.0084, 0.0103, 0.0048
O, -3.9616, -2.3893, 11.4632, -0.0026, -0.007, 0.0028
O, -4.7933, 1.6641, 12.8742, 0.0069, -0.0013, 0.002
O, 7.9418, 2.6207, 11.155, -0.0061, -0.0143, 0.0161
O, 22.9402, 20.1195, 19.3771, -0.0005, 0.0038, -0.0005
O, 9.6154, 6.3889, 14.7762, -0.0034, 0.0018, 0.0003
O, 7.4468, 6.9326, 13.6001, 0.0007, -0.0005, -0.0023
O, -8.1447, 7.3022, 10.5475, 0.0073, -0.0021, 0.0025
O, -1.3386, 4.1353, 9.8441, -0.0055, -0.0041, -0.0159
O, 5.6788, -1.3124, 19.4242, -0.0011, -0.0041, -0.0032
O, 15.1632, -0.0868, 13.7134, 0.0004, 0.0046, 0.0032
O, 0.5192, 8.5868, 21.8752, -0.005, -0.0108, -0.0121
O, -1.0235, -3.08, 19.8186, -0.0032, -0.0023, 0.0088
O, 12.2183, -3.9237, 14.9686, -0.0002, 0.0022, 0.0008
O, -7.6117, 6.5101, 21.9379, -0.0047, -0.0054, 0.0027
O, 3.2627, 1.4242, 10.8863, -0.0083, 0.0091, 0.0057

Results
free energy: -135736.512 eV
free energy less fixed offsets of O -568.88, Si -635.61 eV per atom: -1.182 eV

The program warned: the cutoff lies below the one the program advises for these potential files; the forces do not sum to zero within the program's tolerance; the exchange-correlation potential is rough where the density is thin.
